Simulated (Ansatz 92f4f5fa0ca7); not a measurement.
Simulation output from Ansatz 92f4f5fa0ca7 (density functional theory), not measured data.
Periodic cell of 422 atoms, Si266O156, from a study of silicon, its oxide and their interface. The atomic structure is a simulated model.
Doubt: the cutoff is far below the 930 eV that the study's wrapper takes by default for these files, so forces and energies are approximate.
This geometry differs little from another in the collection (a relaxation step or a small displacement).

Settings: functional PBE; potential files Ansatz PAW; basis plane waves; wave-function cutoff 580 eV; density cutoff ratio 5; exchange-correlation grid ratio 1; k mesh 1 x 1 x 1, Gamma-centred; self-consistency stop 5e-08 eV per atom in the density residual; occupations fixed; spin none; net charge 0.

Cell vectors (angstrom)
a	15.4687	0	0
b	0	12.8259	0
c	0	0	37.148

Atoms: element, x, y, z (angstrom)
Si	-0.0366	1.174	34.4468
Si	3.851	1.1879	34.4381
Si	7.7198	1.1737	34.452
Si	11.5692	1.178	34.4409
Si	1.8686	7.5653	34.5113
Si	5.7819	7.5691	34.5061
Si	9.6611	7.571	34.4652
Si	13.4743	7.5584	34.4733
Si	1.9336	5.247	34.8811
Si	5.8008	5.247	34.8811
Si	9.6679	5.247	34.8811
Si	13.5351	5.247	34.8811
Si	0	11.6599	34.8811
Si	3.8672	11.6599	34.8811
Si	7.7343	11.6599	34.8811
Si	11.6015	11.6599	34.8811
Si	0	4.664	36.1178
Si	3.8672	4.664	36.1178
Si	7.7343	4.664	36.1178
Si	11.6015	4.664	36.1178
Si	1.9336	11.0769	36.1178
Si	5.8008	11.0769	36.1178
Si	9.6679	11.0769	36.1178
Si	13.5351	11.0769	36.1178
Si	0	2.332	36.5301
Si	3.8672	2.332	36.5301
Si	7.7343	2.332	36.5301
Si	11.6015	2.332	36.5301
Si	1.9336	8.745	36.5301
Si	5.8008	8.745	36.5301
Si	9.6679	8.745	36.5301
Si	13.5351	8.745	36.5301
Si	1.9336	1.749	0.6188
Si	5.8008	1.749	0.6188
Si	9.6679	1.749	0.6188
Si	13.5351	1.749	0.6188
Si	0	8.162	0.6188
Si	3.8672	8.162	0.6188
Si	7.7343	8.162	0.6188
Si	11.6015	8.162	0.6188
Si	0	5.83	1.031
Si	3.8672	5.83	1.031
Si	7.7343	5.83	1.031
Si	11.6015	5.83	1.031
Si	1.9336	12.2429	1.031
Si	5.8008	12.2429	1.031
Si	9.6679	12.2429	1.031
Si	13.5351	12.2429	1.031
Si	1.9336	5.247	2.2678
Si	5.8008	5.247	2.2678
Si	9.6679	5.247	2.2678
Si	13.5351	5.247	2.2678
Si	0	11.6599	2.2678
Si	3.8672	11.6599	2.2678
Si	7.7343	11.6599	2.2678
Si	11.6015	11.6599	2.2678
Si	1.9336	2.915	2.68
Si	5.8008	2.915	2.68
Si	9.6679	2.915	2.68
Si	13.5351	2.915	2.68
Si	0	9.328	2.68
Si	3.8672	9.328	2.68
Si	7.7343	9.328	2.68
Si	11.6015	9.328	2.68
Si	-0.5278	-0.1255	27.9066
Si	4.1512	-1.8294	26.7355
Si	7.2037	-1.7241	26.3883
Si	11.7729	-0.084	27.7054
Si	1.3908	6.5237	27.2595
Si	5.975	6.4708	27.3028
Si	9.0336	6.7239	27.7365
Si	13.7162	6.9482	27.6872
Si	1.5497	3.4594	27.6385
Si	5.2691	3.3713	27.2827
Si	8.938	3.969	29.24
Si	13.0655	3.9025	27.9575
Si	0.0052	10.4919	28.3658
Si	3.8315	11.2998	28.9786
Si	7.6053	11.0337	28.7453
Si	11.4521	10.5112	28.3361
Si	-0.2945	3.4509	29.1986
Si	3.5662	2.8986	28.8141
Si	7.8809	2.0784	28.3243
Si	11.2806	3.3838	29.529
Si	1.9126	10.0795	29.6783
Si	5.719	10.1289	29.8005
Si	9.5637	10.069	29.652
Si	13.4593	9.8653	29.4768
Si	-0.1559	1.183	29.8353
Si	3.7607	0.7071	29.8812
Si	7.6316	0.3752	29.8609
Si	11.4535	1.0642	29.831
Si	1.917	7.74	30.1184
Si	5.6615	7.7928	30.1327
Si	9.5213	7.7252	29.8427
Si	13.4989	7.6173	29.9197
Si	1.7847	0.595	31.1637
Si	5.7175	0.549	31.223
Si	9.5956	0.4816	31.1776
Si	13.4146	0.589	31.1179
Si	-0.064	7.0456	31.1898
Si	3.8066	7.0586	31.3379
Si	7.6892	7.0824	31.1658
Si	11.5013	6.9703	31.0063
Si	-0.0225	4.6644	31.371
Si	3.8572	4.693	31.5663
Si	7.8822	4.7167	31.3908
Si	11.6231	4.6433	31.5159
Si	1.798	11.1264	31.744
Si	5.7502	11.1185	31.8617
Si	9.663	11.0516	31.7429
Si	13.4923	11.0909	31.5275
Si	1.8923	4.1061	32.7567
Si	5.8787	4.1197	32.6965
Si	9.6966	4.117	32.7966
Si	13.5645	4.1094	32.7529
Si	-0.1178	10.4655	32.8634
Si	3.7665	10.4808	32.8983
Si	7.7238	10.4601	32.914
Si	11.6222	10.4399	32.8418
Si	1.8891	1.7845	33.2065
Si	5.7994	1.8082	33.2076
Si	9.6274	1.7706	33.1825
Si	13.4947	1.7663	33.187
Si	-0.0682	8.139	33.2739
Si	3.8084	8.179	33.3701
Si	7.7028	8.1394	33.2734
Si	11.5688	8.1001	33.1515
Si	0	2.332	3.9167
Si	3.8672	2.332	3.9167
Si	7.7343	2.332	3.9167
Si	11.6015	2.332	3.9167
Si	1.9336	8.745	3.9167
Si	5.8008	8.745	3.9167
Si	9.6679	8.745	3.9167
Si	13.5351	8.745	3.9167
Si	1.9845	6.4373	4.3204
Si	5.7922	6.4266	4.3532
Si	9.6466	6.4255	4.3187
Si	13.5676	6.4267	4.2977
Si	0.0134	12.8073	4.3507
Si	3.8578	12.8189	4.332
Si	7.7637	12.8049	4.3468
Si	11.6267	12.8172	4.3078
Si	0.0547	5.8214	5.4878
Si	3.87	5.8759	5.6483
Si	7.7257	5.9205	5.6205
Si	11.6161	5.8521	5.4708
Si	1.9508	12.2248	5.6206
Si	5.8001	12.204	5.5248
Si	9.7336	12.1873	5.5521
Si	13.5289	12.1869	5.5516
Si	0.0826	3.5148	5.9243
Si	3.7879	3.5351	5.9438
Si	7.6704	3.5643	5.9402
Si	11.6605	3.5583	5.9008
Si	2.0627	9.883	6.0238
Si	5.8786	9.8915	6.0444
Si	9.8013	9.8815	6.1188
Si	13.5754	9.8565	5.9752
Si	1.9277	2.8738	7.2613
Si	5.6851	2.94	7.1092
Si	9.6821	2.9834	6.9859
Si	13.6223	2.9107	7.044
Si	0.0798	9.2494	7.1102
Si	3.9917	9.2973	7.3809
Si	7.8314	9.4936	7.3891
Si	11.8038	9.218	7.4326
Si	0.0281	6.9274	7.5438
Si	3.9234	6.9612	7.8084
Si	7.7746	7.0697	7.7568
Si	11.6165	6.8602	7.5733
Si	1.9364	13.362	7.7233
Si	5.7476	13.444	7.5054
Si	9.7372	13.548	7.4529
Si	13.5324	13.4604	7.5227
Si	1.8816	6.3725	8.8956
Si	5.9053	6.3259	9.0252
Si	9.7048	6.1999	8.8402
Si	13.5603	6.178	8.6721
Si	-0.1069	12.8001	8.8212
Si	3.9294	12.7694	8.8906
Si	7.7686	13.382	8.669
Si	11.622	13.5421	8.8722
Si	1.8597	4.0802	9.3099
Si	5.7479	3.9541	9.2181
Si	9.5856	3.8479	9.1491
Si	13.5526	3.9141	9.1331
Si	-0.3468	10.4897	9.0291
Si	3.992	10.4904	9.4856
Si	8.0824	11.1152	9.2764
Si	13.012	9.5979	9.5805
Si	-0.099	3.6275	10.6002
Si	3.7717	3.4088	10.5042
Si	6.9898	1.8414	11.8925
Si	11.5984	2.9196	9.9006
Si	2.1893	9.9852	10.8737
Si	5.7129	10.2451	11.2009
Si	9.8401	10.2289	11.495
Si	12.1538	10.4596	11.5674
Si	-0.4356	0.6102	11.0781
Si	4.0342	1.1497	10.9029
Si	7.6645	2.6995	9.8683
Si	11.974	-0.1164	11.0332
Si	1.3576	7.1767	11.0498
Si	6.1787	7.0619	11.2767
Si	9.2008	7.3173	11.7346
Si	13.6773	7.4953	10.5435
O	13.4442	13.3588	11.4865
O	5.5244	13.9804	11.6367
O	5.6091	-1.2718	26.1687
O	13.3867	0.1783	27.3541
O	2.3349	8.4409	11.3823
O	7.7029	6.6298	11.8142
O	7.5201	7.0094	27.1176
O	-0.2074	6.864	27.1261
O	6.9707	2.9025	13.1598
O	2.9362	13.4695	12.0259
O	9.2465	11.224	12.649
O	13.1085	10.189	12.9441
O	11.4781	4.8936	12.9539
O	5.0095	6.3604	12.1923
O	10.2628	7.1332	12.9786
O	3.7652	3.8185	12.1172
O	9.59	10.8253	9.9544
O	5.521	11.0369	12.6289
O	7.0442	10.8595	10.5097
O	15.1294	4.5658	11.9505
O	7.9653	13.426	12.2847
O	8.8967	21.7366	11.6396
O	1.7195	6.1378	12.2715
O	0.4179	12.5948	12.1908
O	12.8415	7.8182	26.6044
O	2.8438	-1.2205	25.9501
O	10.8582	0.1983	26.327
O	4.9503	6.9402	26.113
O	7.3972	9.663	25.5908
O	1.5392	2.4312	26.3393
O	11.0188	9.6594	26.9736
O	4.1201	9.3577	26.6552
O	10.1703	7.1455	26.6169
O	21.4097	-7.973	27.4668
O	4.7412	3.1437	25.7425
O	-2.5143	5.5086	27.7083
O	0.4672	-0.0879	26.5636
O	2.2724	7.4133	26.2349
O	0.6044	10.1262	26.7949
O	13.0871	3.3431	26.3867
Si	8.2016	10.8081	16.001
Si	15.737	-0.4478	20.4692
Si	8.3021	3.2571	14.0685
Si	8.1066	2.0371	23.4334
Si	16.9399	5.7187	21.8385
Si	13.5597	3.5185	24.8261
Si	13.1724	10.9246	14.4151
Si	3.1307	3.2971	22.524
Si	10.5487	12.3195	15.2549
Si	0.7025	5.1465	13.0871
Si	7.2386	7.9861	16.9242
Si	14.5416	13.1164	15.8124
Si	4.4701	-4.0325	15.5708
Si	7.4065	8.9587	24.1068
Si	9.3871	12.8402	12.7505
Si	11.3158	8.2584	26.2103
Si	12.0629	4.3695	20.9018
Si	0.0476	9.6212	19.0745
Si	2.0272	-0.2608	15.9261
Si	10.5056	9.1439	23.3095
Si	11.0626	12.02	22.0868
Si	-1.5256	5.9328	15.0302
Si	5.5974	3.3974	24.3745
Si	7.9447	8.5187	19.781
Si	-1.2797	5.4335	22.7238
Si	11.5659	4.0179	17.9941
Si	7.286	5.5417	15.4048
Si	3.7338	8.0093	25.8441
Si	1.1004	2.4084	24.7563
Si	1.9477	12.3549	12.7009
Si	11.1797	3.3134	12.963
Si	-3.4784	14.858	22.5434
Si	8.7822	3.1162	19.1166
Si	1.2051	11.3985	25.9211
Si	6.9632	2.8416	16.604
Si	4.4922	1.3096	15.3918
Si	12.9198	9.6992	17.2609
Si	2.8919	13.319	21.0794
Si	4.7659	6.4014	13.8116
Si	12.9456	2.93	15.4094
Si	13.0351	6.7124	17.7616
Si	1.1432	-0.4318	23.2311
Si	-2.5138	0.3327	20.3397
Si	3.6911	7.5535	22.9068
Si	9.3148	0.6482	25.9307
Si	-3.387	12.4892	17.6587
Si	2.5594	9.8839	17.6385
Si	8.2799	4.724	21.801
Si	7.414	11.4428	18.7698
Si	5.6369	11.3809	14.2283
Si	11.7735	6.4742	13.0007
Si	3.2748	3.8017	13.6689
Si	5.7295	9.3393	21.7232
Si	-0.7499	7.0289	20.4498
Si	10.2364	6.9171	21.2477
Si	4.6189	11.2784	19.5898
Si	6.2657	6.0411	23.4703
Si	8.6712	0.5209	20.7784
O	12.2756	3.7131	19.4281
O	11.3716	5.8581	20.687
O	14.1209	6.5378	16.5367
O	11.8737	2.594	14.2364
O	8.0403	11.7884	17.3055
O	5.8048	11.3413	18.4703
O	6.8386	5.4453	22.0568
O	12.6839	6.7389	14.3382
O	11.8553	5.5856	17.5934
O	0.9078	11.1996	24.3201
O	13.6611	4.3397	15.101
O	9.9644	3.7348	18.1657
O	4.7046	10.3173	15.0449
O	6.2488	6.296	14.4409
O	5.3534	-2.156	20.9072
O	9.7369	10.9404	15.5084
O	7.5343	2.7154	18.1306
O	15.4523	12.2751	22.0847
O	7.9894	0.9957	22.1825
O	16.1248	6.1603	20.4823
O	11.8912	11.9327	14.4347
O	-1.0407	12.9506	19.7257
O	4.0547	12.7193	20.114
O	1.3013	9.0384	18.2274
O	13.0394	1.601	21.3562
O	15.34	6.0318	14.1848
O	13.4802	5.0583	24.1731
O	4.6867	6.3085	23.1984
O	3.5935	8.4207	24.2781
O	9.5846	2.9752	13.1082
O	-1.1274	9.9474	18.0087
O	6.4003	4.8222	24.5557
O	13.5395	4.4293	21.6021
O	8.4113	4.8378	14.4586
O	9.3284	5.9258	22.1672
O	13.8108	6.5082	19.1896
O	4.1119	7.8086	14.3194
O	7.0348	7.3596	24.0672
O	7.2054	7.7979	18.5315
O	10.9448	10.7005	23.0285
O	-0.4584	8.6032	20.2282
O	2.1866	3.1995	23.845
O	7.5616	-0.1632	19.8222
O	1.6285	3.954	13.7475
O	3.2623	8.8228	16.6415
O	0.61	13.2703	16.3097
O	8.1431	10.1012	19.3869
O	6.544	4.4043	16.3193
O	4.3426	8.4875	21.7551
O	9.774	12.1839	21.0972
O	2.1015	11.182	16.7679
O	-1.4506	6.8933	21.9571
O	0.3289	5.2112	22.9053
O	3.4657	10.3559	18.9178
O	-3.516	0.4887	19.0545
O	2.2369	7.0281	22.4355
O	8.0976	9.2664	16.4608
O	8.5342	3.4956	22.8426
O	3.2325	1.993	21.5648
O	3.8316	2.4826	14.4519
O	2.5602	4.5266	21.601
O	7.1577	11.2113	14.8137
O	13.5703	12.6952	17.0417
O	12.2035	3.0246	16.8651
O	9.6488	13.272	14.3024
O	8.3518	4.2415	20.2374
O	13.0983	9.8245	15.6287
O	-3.0995	8.208	17.6498
O	14.4577	11.9213	14.6725
O	5.1334	0.0904	14.4938
O	5.6413	1.9092	16.392
O	6.6504	2.1704	24.159
O	12.4233	11.8579	21.192
O	11.2014	3.3322	21.8721
O	9.1859	1.5129	24.5492
O	11.2604	8.5671	24.6227
O	8.1282	2.4548	15.4972
O	3.2921	0.6958	16.3259
O	10.93	13.0668	16.6527
O	1.0208	0.9391	24.0838
O	8.891	9.1346	23.4772
O	7.9813	6.6651	16.3346
O	5.7287	8.1829	16.3918
O	2.0643	12.3598	14.3111
O	-0.3649	3.0794	24.6837
O	12.6356	7.0338	11.7368
O	1.5147	0.5582	20.1952
O	3.8827	5.1537	14.3495
O	6.288	9.7491	23.2042
O	9.3243	7.6901	20.1108
O	12.6451	2.4988	23.9477
O	10.9277	8.1248	22.101
O	4.6437	3.5088	23.0695
O	2.5832	12.3727	22.411
O	9.2804	1.7939	19.9466
O	11.1519	13.4777	22.8705
O	14.0672	14.5902	15.3218
O	-3.5817	10.8573	17.8095
O	6.9198	8.4461	21.0463
O	0.5997	10.9318	19.8433
O	9.9658	6.8258	10.3703
O	15.219	7.5451	11.1566
O	5.3652	7.0839	28.6697
O	1.948	6.7856	28.7592
O	24.42	1.6264	27.1707
O	8.2744	12.2025	25.7802
O	1.6638	4.9502	26.9287
O	9.0578	-7.7136	28.0245
O	-3.703	2.8072	11.5474
O	2.4073	-1.9547	12.2251
O	0.1043	2.1381	11.2486
O	10.6448	13.3181	11.8327
O	6.4542	2.2833	27.5443
O	0.68	-2.6643	10.2926
O	34.7274	16.7955	30.0701
O	5.9587	8.6639	11.5006

Results
free energy: -257822.632 eV
free energy less fixed offsets of O -568.88, Si -635.61 eV per atom: -5.092 eV

Forces (eV/angstrom), in the order of the atoms: element, x, y, z
Si	0.0128	-0.0019	-0.0071
Si	-0.0143	0.002	-0.0201
Si	-0.0265	-0.0091	-0.0184
Si	-0.0093	-0.0144	-0.0296
Si	-0.0068	0.0127	0.0042
Si	-0.0145	0.0227	0.0055
Si	-0.0038	0.0007	-0.0093
Si	-0.0105	-0.0015	-0.0089
Si	-0.2351	-0.1274	-0.2216
Si	0.1438	-0.1563	-0.5001
Si	0.0347	-0.0449	-0.0112
Si	0.074	-0.1679	-0.2219
Si	-0.2802	0.0914	0.1578
Si	-0.1526	0.3198	0.4159
Si	0.0665	0.1839	0.5378
Si	0.1027	-0.0212	-0.0213
Si	0.0352	-0.0551	-0.0152
Si	0.0131	-0.1487	-0.153
Si	-0.0096	-0.0184	-0.04
Si	-0.0335	-0.0922	-0.0598
Si	0.0428	0.1069	0.0329
Si	0.0286	0.0622	0.0159
Si	-0.0266	0.0749	0.0407
Si	0.0503	0.1302	0.0913
Si	-0.0822	-0.0507	-0.1091
Si	-0.0652	-0.0506	-0.1368
Si	-0.01	-0.0293	-0.0599
Si	-0.0646	-0.0351	-0.0965
Si	-0.1435	0.0667	0.2481
Si	0.011	0.0755	0.2333
Si	0.0627	0.006	-0.0399
Si	-0.1709	0.0197	-0.0211
Si	0.0058	0.0103	-0.0416
Si	-0.0177	-0.0073	-0.039
Si	0.0074	-0.009	-0.0166
Si	0.0517	-0.0201	-0.0241
Si	0.0775	-0.0214	0.0139
Si	0.0689	0.0077	-0.0073
Si	0.0416	-0.0348	-0.0248
Si	-0.0031	0.0331	0.0131
Si	-0.0275	0.0206	0.0155
Si	-0.0112	0.0369	0.0048
Si	0.0098	0.0012	0.0242
Si	0.0432	0.0335	0.0237
Si	-0.0541	-0.0282	-0.0014
Si	-0.0319	0.0092	0.0354
Si	0.0428	-0.0382	0.0007
Si	-0.0346	-0.0421	0.0094
Si	0.1357	-0.0145	0.0039
Si	0.0163	0.0131	0.1755
Si	-0.1115	-0.0275	-0.0389
Si	0.0365	-0.0477	-0.1541
Si	0.0621	0.0209	0.0721
Si	-0.0845	0.0088	-0.0423
Si	0.0418	0.0626	-0.0094
Si	0.0493	-0.0087	-0.1582
Si	-0.0071	-0.1366	-0.1042
Si	0.0086	-0.0747	-0.0294
Si	-0.0024	-0.0246	0.0073
Si	-0.0514	-0.038	-0.0239
Si	-0.092	0.127	0.068
Si	-0.0698	0.0666	0.03
Si	-0.0515	0.1248	0.1508
Si	-0.0169	-0.0207	0.0183
Si	-0.0808	-0.0679	-0.1476
Si	-0.0116	0.0257	0.0591
Si	-0.0376	-0.0205	0.005
Si	0.0451	0.0007	-0.0551
Si	-0.0027	-0.0778	0.0543
Si	0.0212	0.0082	0.0181
Si	-0.0221	-0.0085	0.0059
Si	-0.025	-0.1201	-0.0922
Si	0.19	-0.0319	-0.0327
Si	-0.0839	-0.0022	0.013
Si	-0.0131	0.0367	-0.0116
Si	0.0132	-0.0492	0.0271
Si	0.0333	-0.0496	0.0597
Si	0.0576	-0.0344	0.0296
Si	-0.041	0.0036	-0.0289
Si	0.0084	-0.0408	-0.0048
Si	-0.1527	0.0327	0.0579
Si	-0.0693	-0.0872	0.041
Si	0.0334	0.0505	-0.068
Si	-0.0137	0.0105	-0.0605
Si	-0.0412	-0.0305	-0.0022
Si	-0.0497	-0.0436	-0.0461
Si	0.0531	-0.0274	-0.0522
Si	0.0186	0.1469	-0.101
Si	0.0798	0.0732	0.0682
Si	-0.0191	0.1102	-0.1092
Si	0.0193	-0.0393	0.0381
Si	-0.0006	0.0149	-0.0133
Si	0.0612	-0.0278	-0.0985
Si	0.0237	-0.0055	-0.1108
Si	-0.0531	0.0207	-0.0219
Si	0.0494	-0.0106	0.0856
Si	0.0004	-0.0435	0.0305
Si	-0.0185	-0.0382	0.065
Si	0.0078	0.0074	0.0157
Si	0.012	0.0292	-0.051
Si	0.008	-0.022	-0.0204
Si	-0.0352	-0.0341	0.0233
Si	-0.0353	-0.0334	0.0006
Si	-0.0056	0.0034	0.0643
Si	0.0206	-0.0364	-0.0031
Si	0.0216	-0.04	-0.0311
Si	0.0227	0.0003	-0.0526
Si	-0.0172	-0.0264	0.016
Si	0.0016	0.0224	-0.0411
Si	0.0056	0.0542	0.008
Si	0.0189	0.0087	0.0322
Si	-0.0169	-0.0393	0.0396
Si	-0.0004	0.0423	-0.0111
Si	-0.0133	0.0254	0.0145
Si	-0.0277	0.0199	-0.0116
Si	0.0427	0.0242	-0.0038
Si	0.0093	0.0052	0.0121
Si	0.0001	0.0094	0.0293
Si	-0.0271	-0.022	0.0178
Si	0.0361	0.0258	0.0039
Si	-0.0137	-0.0175	-0.0006
Si	0.0239	0.0001	-0.0021
Si	0.024	0.0181	0.015
Si	0.0018	0.0078	-0.0062
Si	-0.0174	0.0127	0.0153
Si	0.0165	-0.0188	-0.0066
Si	0.0347	0	-0.0181
Si	0.0043	-0.0303	-0.0159
Si	0.1893	-0.2594	-0.2166
Si	-0.1694	0.0051	-0.123
Si	-0.0674	0.0541	-0.0498
Si	0.1019	-0.1009	-0.298
Si	0.3221	0.2044	0.1142
Si	0.0445	0.0642	0.3241
Si	0.3043	0.1674	0.5763
Si	-0.0131	0.0062	-0.2476
Si	0.0093	-0.0233	-0.0034
Si	0.0017	-0.0153	-0.0099
Si	0.0001	-0.0199	-0.0155
Si	0.0181	-0.0071	-0.0111
Si	0.003	-0.0054	0.0076
Si	-0.0104	0.0111	0.0093
Si	-0.0122	0.008	0.0067
Si	-0.0227	0.0091	0.0179
Si	-0.0253	0.0285	0.0273
Si	0.0086	0.0016	-0.0085
Si	-0.0133	0.0069	0.0301
Si	0.0016	0.0206	-0.0048
Si	-0.0186	0.0046	0.0256
Si	0.0018	-0.0133	0.0006
Si	-0.0036	0.0072	-0.0044
Si	0.0195	-0.0166	-0.0308
Si	0.0291	-0.0056	-0.0253
Si	-0.0537	-0.0029	-0.0431
Si	-0.0096	0.0053	-0.0721
Si	0.0186	0.0085	-0.0444
Si	0.0299	-0.0507	-0.0209
Si	0.0138	-0.0012	-0.0019
Si	0.0114	-0.0337	-0.0018
Si	-0.0036	-0.0422	0.0137
Si	-0.0251	-0.004	0.0128
Si	0.0821	-0.0561	0.0238
Si	-0.0134	0.0731	0.047
Si	-0.0112	-0.0089	0.0039
Si	-0.0015	0.0666	-0.0097
Si	-0.0307	0.0089	0.0183
Si	0.0339	0.0211	0.0203
Si	0.0122	0.0474	0.0157
Si	0.0325	0.0027	0.0182
Si	-0.0139	0.0407	0.0232
Si	-0.0076	0.0355	0.0092
Si	-0.0574	-0.0174	0.0258
Si	-0.007	0.0286	-0.0641
Si	-0.0171	0.0016	-0.0202
Si	-0.0115	-0.0876	0.0113
Si	-0.0562	0.0048	0.0383
Si	0.0034	-0.0104	-0.0852
Si	0.0188	-0.05	-0.0454
Si	0.0153	0.0925	0.151
Si	-0.016	0.0398	-0.0562
Si	-0.0024	-0.0217	-0.0239
Si	0.0381	-0.1285	0.0605
Si	0.0361	0.0682	-0.0245
Si	0.0045	0.016	0.0081
Si	-0.0277	-0.0188	0.0592
Si	-0.0087	0.0135	0.085
Si	0.1024	0.0912	-0.039
Si	0.0025	-0.055	0.0365
Si	0.0671	-0.0364	0.0258
Si	0.0479	0.0107	0.024
Si	0.0322	-0.1347	0.1196
Si	-0.0912	-0.0668	-0.0563
Si	0.0755	-0.015	-0.0401
Si	0.0158	-0.0397	0.0766
Si	-0.0191	-0.0269	-0.0096
Si	-0.0174	-0.0415	0.041
Si	0.1385	0.0297	-0.0297
Si	-0.1482	-0.0042	-0.1216
Si	-0.0666	-0.0231	0.0357
Si	0.0726	-0.0229	0.0538
Si	0.0316	0.0343	0.0667
Si	0.0218	0.0529	-0.0016
Si	-0.1209	-0.0264	-0.0042
Si	-0.0299	-0.0668	0.0783
Si	0.0075	0.0223	0.074
Si	-0.0574	0.0466	0.0374
Si	-0.1046	0.1747	-0.1616
Si	-0.0143	0.0141	0.1797
O	-0.0708	-0.059	-0.0221
O	0.0092	0.031	-0.0212
O	0.0091	-0.0029	0.0101
O	-0.0307	0.008	0.0429
O	-0.0475	0.0095	-0.0281
O	0.1242	0.0479	-0.0539
O	-0.0065	0.0064	0.0403
O	0.0306	0.0226	0.0431
O	0.0102	0.0053	-0.0124
O	-0.0247	-0.0268	0.0049
O	0.0384	-0.0457	-0.0399
O	0.0185	0.0014	-0.015
O	0.0048	-0.0386	-0.0267
O	0.0387	0.0092	-0.0808
O	-0.0013	0.0302	-0.0516
O	-0.0148	0.0271	-0.012
O	-0.144	0.0477	-0.1207
O	0.0532	-0.0114	0.0204
O	-0.062	-0.0057	-0.0008
O	-0.0229	0.0046	0.0125
O	0.0246	-0.0224	0.0082
O	0.217	-0.2421	0.0287
O	-0.0148	-0.0005	-0.0222
O	-0.0056	0.0099	-0.0272
O	-0.0236	0.0044	0.0074
O	-0.0427	-0.0104	-0.0195
O	0.0012	-0.0127	0.0177
O	0.025	-0.0184	-0.0131
O	0.0048	-0.0009	0.0156
O	-0.0458	-0.0301	-0.0032
O	0.0153	0.0315	0.0253
O	0.0011	-0.0316	-0.0222
O	0.0343	0.0128	-0.0197
O	0.0069	0.0082	-0.0035
O	0.0268	-0.0034	-0.0233
O	0.0488	0.0587	-0.0007
O	-0.0055	-0.0249	0.0416
O	-0.0353	-0.0132	0.0109
O	-0.0195	0.0404	-0.0066
O	-0.0151	0.0115	0.05
Si	-0.0077	-0.0128	0.0203
Si	-0.0014	0.0243	-0.0087
Si	-0.0315	0.0093	0.0789
Si	-0.0533	0.0292	-0.0243
Si	0.0276	-0.0062	0.017
Si	-0.006	0.0139	-0.0044
Si	-0.0097	0.0193	0.0339
Si	-0.0045	-0.0008	-0.007
Si	-0.0017	-0.0019	0.0308
Si	0.037	0.0265	0.0553
Si	0.0009	-0.0048	-0.0236
Si	0.0104	0.0267	0.0512
Si	0.0132	-0.0429	-0.0151
Si	-0.004	-0.0003	-0.0219
Si	-0.0234	-0.0035	0.0201
Si	-0.0088	0.0058	-0.0153
Si	0.006	-0.0194	-0.0133
Si	-0.0096	0.0056	-0.0169
Si	0.0055	0.0414	0.0383
Si	-0.0179	0.022	-0.0369
Si	0.0011	-0.0224	-0.0159
Si	-0.0002	-0.0449	0.0305
Si	0.0156	0.0024	-0.017
Si	-0.0223	0.0011	-0.0244
Si	0.0156	-0.0445	0.0115
Si	0.0131	-0.0151	-0.019
Si	-0.0169	-0.0072	0.0222
Si	-0.0002	0.05	-0.0027
Si	0.0343	0.0021	0.0272
Si	0.0364	-0.0144	0.0281
Si	0.01	0.0409	0.03
Si	0.02	-0.0109	-0.0162
Si	-0.0214	0.008	-0.0222
Si	0.0463	0.0046	-0.0343
Si	-0.025	0.0175	-0.0158
Si	-0.0189	0.0217	0.0547
Si	-0.0175	0.0191	0.0017
Si	-0.0127	0.0124	0.0104
Si	0.0254	0.0025	0.0634
Si	0.0415	0.0232	0.0402
Si	0.0109	-0.016	-0.0383
Si	-0.0018	0.0001	-0.0042
Si	0.0031	0.0041	-0.0207
Si	0.0046	-0.0275	-0.0367
Si	0.0009	-0.0067	0.0326
Si	0.0077	0.0084	-0.0182
Si	0.0167	0.0209	-0.0444
Si	-0.0295	0.0026	-0.0097
Si	0.0036	-0.0118	-0.0351
Si	-0.0022	-0.0082	0.0414
Si	0.0681	-0.0244	-0.0217
Si	0.0028	0.0029	-0.0036
Si	-0.022	-0.0284	-0.0254
Si	-0.0012	-0.0126	-0.0174
Si	-0.0315	0.0087	0.008
Si	0.0094	-0.0089	-0.0104
Si	-0.0233	-0.004	0.0028
Si	0.0001	-0.0014	0.0085
O	-0.0004	0.0052	0.0175
O	-0.0041	-0.0035	0.0202
O	-0.0084	0.0071	0.0174
O	-0.0112	0.005	-0.0364
O	-0.0101	-0.0046	0.0215
O	-0.0075	0.0015	0.0004
O	0.0165	0.0039	0.0136
O	-0.0339	0.0042	-0.0619
O	-0.003	0.0139	0.0051
O	-0.0106	0.01	0.0405
O	-0.0097	0.0048	-0.0115
O	-0.0023	0.0005	0.0032
O	0.0069	0.0277	-0.0189
O	0.0192	0.006	-0.0047
O	-0.0052	0.0066	0.0147
O	-0.0008	-0.0049	-0.0079
O	0.013	-0.004	0.0251
O	0.0172	-0.0029	0.0085
O	0.0075	-0.0034	0.0067
O	-0.0194	0.0136	-0.0177
O	-0.0059	0.0074	-0.0143
O	0.0039	-0.0055	0.0085
O	0.0049	-0.005	0.0006
O	-0.0086	-0.0076	0.0159
O	-0.015	-0.0004	0.0191
O	0.0035	-0.0106	-0.0481
O	0.0057	0.0161	-0.0126
O	0.0059	0.0087	0.0067
O	0.0014	-0.0078	0.0397
O	0.0243	-0.0015	-0.0297
O	0.0152	-0.0057	0.0114
O	0.0002	-0.0065	0.0076
O	-0.0077	0.0103	-0.0038
O	-0.0132	-0.0227	-0.0218
O	0.0175	0.0075	-0.0012
O	0.0113	0.0082	0.0279
O	0.0007	0.019	-0.0192
O	0.0102	0.0142	0.0172
O	-0.0004	-0.0026	0.0137
O	-0.0046	0.0026	0.0069
O	0.0007	-0.0022	0.0183
O	-0.0114	-0.0027	0.0086
O	-0.0071	0.0008	0.0019
O	0.0063	-0.0093	-0.0417
O	-0.0119	0.0038	0.024
O	-0.0015	-0.0118	0.0012
O	0.0072	0.0038	0.0135
O	0.0044	0.0015	0.0029
O	0.0165	0.0083	0.0077
O	-0.0019	0.0056	0.0083
O	-0.0053	-0.0066	0.0002
O	0.0019	0.0022	0.0003
O	-0.0192	0.0184	-0.0149
O	0.0029	0.0024	0.0154
O	0.0121	-0.0124	0.012
O	-0.006	-0.0058	0.0046
O	0.0011	0.0049	-0.0081
O	0.0173	-0.0147	0.0167
O	0.0051	-0.0076	-0.0076
O	-0.0083	0.0133	-0.0371
O	-0.0086	-0.0022	0.0028
O	-0.0051	0.0029	-0.0291
O	0.0037	-0.0034	0.0006
O	-0.0219	0.0125	0.0032
O	0.005	-0.0023	-0.0109
O	0.0067	-0.0164	-0.0047
O	0.0003	-0.0125	-0.0065
O	-0.0044	0.0006	0.01
O	-0.0242	-0.017	-0.0393
O	0.0131	-0.0383	-0.0409
O	0.0162	0.0001	-0.0082
O	0.0128	-0.0165	0.0113
O	-0.0061	0.0087	0.0075
O	-0.0038	0.0009	0.0057
O	0.0276	-0.0113	0.0219
O	0.0163	-0.0282	0.0532
O	0.0065	0.0053	-0.0334
O	-0.0055	-0.0256	-0.0072
O	-0.0024	-0.0135	-0.0212
O	-0.0098	-0.0161	0.006
O	0.0097	0.006	0.0107
O	-0.0036	0.0084	0.004
O	0.0009	0.0064	0.0194
O	-0.0116	-0.0126	-0.0801
O	0.0051	-0.0065	0.0107
O	0.0468	0.0668	-0.055
O	-0.0001	-0.0122	-0.0015
O	-0.0149	-0.0213	-0.0221
O	0.006	0.0063	0.0101
O	0.0055	0.0038	0.0011
O	-0.0161	-0.0168	0.0065
O	0.0086	-0.0124	0.0052
O	0.0015	-0.0031	0.0087
O	-0.0092	-0.0013	-0.003
O	0.0037	-0.0017	0.0055
O	0.0051	0.0101	0.0023
O	-0.0222	-0.0197	-0.0192
O	0.0064	-0.0102	0.014
O	0.0057	0.0057	-0.002
O	0.0008	-0.0117	0.0078
O	-0.1604	-0.0008	0.0654
O	-0.0429	0.013	-0.0303
O	0.021	0.0195	0.0431
O	-0.0406	0.0394	0.0002
O	0.0038	-0.0025	0.0224
O	0.0349	0.0337	-0.0189
O	-0.0344	0.1197	0.0144
O	0.0013	-0.0569	0.0395
O	-0.0132	0.0172	-0.0787
O	-0.0449	0.0217	0.0029
O	-0.0178	-0.0246	-0.0425
O	0.0246	0.0426	-0.0295
O	-0.0063	-0.0047	0.022
O	-0.0097	0.0088	-0.0046
O	-0.0057	0.0421	0.0484
O	0.0217	0.0218	-0.007

The program warned: the cutoff lies below the one the program advises for these potential files; the exchange-correlation potential is rough where the density is thin.
